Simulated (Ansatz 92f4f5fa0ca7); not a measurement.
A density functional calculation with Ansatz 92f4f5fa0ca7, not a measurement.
Periodic cell of 212 atoms, Si132O80, from a study of silicon, its oxide and their interface. The atomic structure is a simulated model.
Doubt: the cutoff is far below the 930 eV that the study's wrapper takes by default for these files, so forces and energies are approximate.
This geometry differs little from another in the collection (a relaxation step or a small displacement).

Settings: functional PBE; potential files Ansatz PAW; basis plane waves; wave-function cutoff 580 eV; density cutoff ratio 5; exchange-correlation grid ratio 1; k mesh 1 x 1 x 1, Gamma-centred; self-consistency stop 5e-08 eV per atom in the density residual; occupations fixed; spin none; net charge 0.

Cell vectors (angstrom)
a 10.938 0 0
b 0 10.938 0
c 0 0 31.5593

Atoms and the computed forces on them: element, x, y, z (angstrom), force x, y, z (eV/angstrom)
Si -0.5683 0.5933 24.0502 0.151 -0.1099 -0.1009
Si 6.1531 -0.537 23.9488 -0.0897 0.1274 -0.1611
Si 2.3359 3.207 24.3674 0.1454 -0.131 -0.0366
Si 8.646 2.3889 24.2487 -0.1594 0.1814 -0.0284
Si 0.5228 4.8497 24.1506 -0.138 0.1002 -0.1405
Si 5.1499 5.7313 24.2423 0.1043 -0.1335 -0.0406
Si 3.3211 7.4994 24.0996 -0.0927 0.1014 -0.0423
Si 7.7546 8.617 24.1865 0.1598 -0.128 -0.1254
Si 1.304 1.3504 25.3601 0.0043 -0.0056 -0.0052
Si 6.8803 1.2786 25.3528 0.0109 0.02 0.0129
Si 4.0744 4.1474 25.6064 -0.0053 -0.0122 0.0328
Si 9.6894 4.048 25.5099 0.0183 0.0393 0.0115
Si 1.4351 6.7404 25.3429 0.007 -0.0004 0.029
Si 6.8239 6.8607 25.4651 0.021 -0.0297 -0.0459
Si 4.2073 9.4896 25.1435 -0.0211 0.0151 0.0339
Si 9.5627 9.642 25.3166 0.0077 -0.0293 0.0449
Si 2.773 -0.0631 26.6305 -0.0032 0.0036 -0.0059
Si 8.223 -0.0206 26.8033 -0.0109 -0.0004 -0.0013
Si 0.0564 2.6815 26.8659 0.0057 -0.0096 -0.0168
Si 5.5027 2.6785 26.7489 0.0032 0.0108 -0.0022
Si 2.702 5.4986 26.8883 -0.0046 -0.013 0.0023
Si 8.2379 5.4623 26.7545 -0.0291 -0.0247 0.004
Si 0.0225 8.2039 26.6658 0.0083 0.0111 0.0002
Si 5.4488 8.2331 26.7845 0.0063 -0.0021 -0.0234
Si 4.1018 1.3673 28.141 -0.0875 -0.3743 -0.5826
Si 9.5708 1.3673 28.141 -0.0767 -0.1516 0.4824
Si 1.3673 4.1018 28.141 0.0514 -0.1398 0.847
Si 6.8362 4.1018 28.141 0.1769 -0.1974 -0.3282
Si 4.1018 6.8362 28.141 -0.0469 0.4791 0.4896
Si 9.5708 6.8362 28.141 0.2332 0.2248 -0.4455
Si 1.3673 9.5708 28.141 0.2151 -0.1597 -0.7637
Si 6.8362 9.5708 28.141 -0.0483 0.0203 0.2206
Si 0 0 29.5083 -0.082 0.0718 -0.0215
Si 5.469 0 29.5083 -0.0046 -0.0428 0.0345
Si 2.7345 2.7345 29.5083 -0.0866 0.0908 0.0126
Si 8.2035 2.7345 29.5083 0.0392 0.0027 0.0345
Si 0 5.469 29.5083 0.0022 -0.0704 0.0319
Si 5.469 5.469 29.5083 -0.0246 0.05 -0.0437
Si 2.7345 8.2035 29.5083 0.0941 0.0091 0.0477
Si 8.2035 8.2035 29.5083 -0.0526 0.0323 -0.011
Si 1.3673 1.3673 30.8755 0.0473 -0.0526 0.0113
Si 6.8362 1.3673 30.8755 -0.0166 0.0606 -0.0323
Si 4.1018 4.1018 30.8755 0.0386 -0.0862 0.0064
Si 9.5708 4.1018 30.8755 -0.0277 0.0306 -0.0232
Si 1.3673 6.8362 30.8755 0.0142 0.0407 -0.0302
Si 6.8362 6.8362 30.8755 0.049 -0.0515 0.011
Si 4.1018 9.5708 30.8755 -0.0792 -0.0199 -0.0126
Si 9.5708 9.5708 30.8755 0.0815 -0.0304 0.0014
Si 2.7345 0 0.6835 0.0472 0.0146 0.0338
Si 8.2035 0 0.6835 -0.0415 0.0355 0.0195
Si 0 2.7345 0.6835 -0.055 0.0827 -0.0287
Si 5.469 2.7345 0.6835 0.0642 -0.0624 0.0326
Si 2.7345 5.469 0.6835 -0.0567 0.0334 0.0283
Si 8.2035 5.469 0.6835 0.0291 -0.0494 0.0354
Si 0 8.2035 0.6835 -0.0486 -0.0332 0.0274
Si 5.469 8.2035 0.6835 -0.0719 0.1106 -0.0248
Si 4.1018 1.3673 2.0507 -0.0512 0.1015 -0.0374
Si 9.5708 1.3673 2.0507 0.1753 0.0274 -0.0174
Si 1.3673 4.1018 2.0507 -0.0432 -0.1945 -0.0088
Si 6.8362 4.1018 2.0507 0.0035 0.0566 -0.0252
Si 4.1018 6.8362 2.0507 0.0759 -0.0219 0.0104
Si 9.5708 6.8362 2.0507 0.0288 0.0756 -0.0049
Si 1.3673 9.5708 2.0507 0.0198 0.0174 -0.0029
Si 6.8362 9.5708 2.0507 -0.0681 -0.2079 -0.0277
Si 0 0 3.418 -0.1924 0.2815 -0.3131
Si 5.469 0 3.418 0.0119 -0.1153 0.4481
Si 2.7345 2.7345 3.418 0.159 -0.0497 -0.9225
Si 8.2035 2.7345 3.418 -0.0465 0.2292 0.6663
Si 0 5.469 3.418 -0.1872 0.0393 0.2288
Si 5.469 5.469 3.418 0.2438 0.0976 -0.1864
Si 2.7345 8.2035 3.418 -0.0702 0.0877 0.3897
Si 8.2035 8.2035 3.418 -0.3492 -0.1352 -0.3498
Si 1.408 1.3814 4.7185 0.0176 -0.0141 0.0344
Si 6.8124 1.3801 4.8457 0.0367 -0.0215 0.0173
Si 4.0736 4.1047 4.7004 -0.0165 -0.0174 -0.0067
Si 9.5248 4.1983 4.8783 -0.036 -0.0106 0.005
Si 1.3258 6.8524 4.8055 -0.031 -0.0009 -0.0069
Si 6.8468 6.8235 4.8148 0.0048 0.0029 0.0188
Si 4.1126 9.5448 4.8565 0.0224 0.0273 0.0128
Si 9.4693 9.6478 4.7067 -0.0274 0.0265 0.0042
Si 2.6762 -0.0151 6.1773 -0.0009 -0.0203 -0.0302
Si 8.2022 0.0446 6.2484 -0.0358 -0.0043 0.0028
Si 0.1322 2.8627 6.062 0.0078 0.091 0.0108
Si 5.3348 2.7297 6.1288 -0.0033 -0.0322 -0.0387
Si 2.8234 5.5298 6.0926 -0.0136 0.0483 0.1371
Si 8.1225 5.5265 6.4034 0.0137 -0.013 0.0178
Si -0.2082 8.2071 6.0119 -0.0055 -0.0358 0.0383
Si 5.4926 8.1575 6.2404 0.0039 0.042 -0.0273
Si 3.446 1.8715 7.3579 0.0251 -0.0823 0.0921
Si 10.2788 0.9395 7.0677 -0.0512 0.0582 -0.053
Si 1.9932 3.7591 7.3456 -0.1438 -0.0002 -0.4381
Si 6.2481 4.421 7.4565 0.0928 -0.1213 0.0464
Si 4.6323 6.2625 7.4302 -0.2544 0.1642 0.3632
Si 8.9134 7.5858 7.4711 0.2383 -0.1556 0.1924
Si 0.7713 9.9656 7.168 0.0833 -0.17 0.2137
Si 7.0916 9.2789 7.5592 -0.1395 0.1303 0.1089
O 0.7284 9.544 8.7913 -0.1112 0.213 -0.2541
O 2.3888 4.1368 9.1701 0.2974 -1.0859 0.1302
O 10.5815 1.4678 8.6431 -0.0241 -0.0196 0.0306
O 6.3667 9.6975 9.0335 0.1063 -0.0665 -0.1965
O 3.3173 1.6449 9.0421 -0.1053 0.333 0.0352
O 4.0745 6.4358 8.9971 0.3432 -0.6533 -0.3086
O 6.3147 3.66 8.9625 -0.0631 0.0275 -0.0437
O 9.5756 7.7346 9.007 -0.2731 0.1473 -0.2784
O 3.1693 2.825 22.9617 -0.0919 0.0667 0.0491
O 6.2189 10.7425 22.2837 0.0063 -0.0546 0.2005
O 8.0956 3.2605 22.942 0.0414 -0.0786 0.0051
O 0.0037 4.9929 22.5468 0.0198 -0.06 0.1389
O 8.1384 8.153 22.6241 -0.0614 0.0601 0.1607
O 2.6731 7.6754 22.5579 0.0557 -0.0202 0.0955
O 5.8897 4.8369 23.0189 -0.0416 0.0273 0.019
O 10.7701 11.1645 22.4596 -0.0393 0.0568 0.1621
Si 7.0495 0.1725 20.9093 -0.0161 -0.0304 -0.1619
Si 6.9738 2.399 14.7031 0.0432 0.0299 0.0392
Si 6.786 2.4071 9.9118 0.0701 0.1531 0.0617
Si 3.1807 3.6561 21.5682 0.0137 -0.0567 -0.167
Si -3.1635 7.1971 21.356 0.0437 0.0557 -0.1259
Si -0.6269 9.0765 9.6015 0.3907 -0.4269 0.1235
Si 10.0651 11.3836 20.9995 -0.0294 -0.0227 -0.1959
Si 3.9855 3.019 14.704 -0.0223 0.0425 -0.0114
Si 4.8278 -6.2804 18.1231 0.0133 -0.035 -0.0653
Si 7.3007 4.314 12.3511 0.0307 0.1822 0.1039
Si -2.0114 7.8484 16.6829 -0.0349 0.0396 0.02
Si 5.7681 10.4614 10.3599 -0.0923 -0.1101 0.159
Si 3.4328 -1.7178 12.0754 -0.2383 -0.1945 0.0278
Si 7.2839 10.5151 13.1705 0.0079 -0.0281 0.1301
Si 16.101 -3.8274 19.707 0.0174 -0.0068 -0.13
Si 14.0275 0.2181 14.3096 -0.0102 -0.0675 -0.0354
Si 7.1742 4.325 22.1377 -0.0035 0.0301 -0.0263
Si 0.5622 4.8198 21.0145 0.0077 -0.0096 -0.0735
Si 2.8488 2.7594 10.1439 0.147 -0.4235 0.3318
Si 11.2989 1.0318 14.8817 0.0019 -0.0217 0.0276
Si 9.477 1.0205 9.7461 0.0795 -0.0311 0.0957
Si 15.2127 15.4951 12.0624 0.0141 0.2919 0.1965
Si 5.0638 8.9691 14.5275 -0.0168 -0.0596 -0.0369
Si 11.5524 8.0032 12.1661 0.1606 -0.288 -0.2952
Si 10.1683 5.2733 12.7625 0.1346 0.2435 -0.1163
Si 9.847 9.4597 14.2333 0.1188 -0.0839 -0.0299
Si 5.6596 2.6921 19.9399 -0.0261 -0.0448 -0.1338
Si 8.8368 9.121 19.4921 0.0014 0.031 -0.0627
Si 2.7457 6.6823 21.2678 -0.0394 -0.0241 -0.1955
Si 9.3572 2.742 16.5805 -0.0259 -0.0226 0.0058
Si 11.1827 2.3096 11.9567 -0.1682 0.1755 0.2659
Si -0.1499 2.7949 19.1014 -0.0033 -0.0097 -0.0485
Si 2.7343 5.7882 9.7582 -1.3358 2.5409 0.058
Si -0.4571 -5.526 15.9869 -0.0002 -0.016 -0.1269
Si 5.9043 -3.8885 16.8559 -0.0108 0.0116 -0.0502
Si 2.0509 3.908 17.1115 0.0051 -0.0016 -0.0342
O 19.0483 1.737 9.2503 -0.0427 -0.0281 -0.0433
O 16.7844 5.0611 12.1134 -0.0069 -0.0681 -0.0179
O 9.3593 4.3618 16.5244 0.0075 -0.0061 0.0393
O 4.1369 -0.7477 15.1104 -0.0049 0.0272 0.0146
O 12.6151 3.6179 20.962 0.0122 0.0071 0.0297
O 1.2846 6.2592 20.6369 0.0063 0.0045 0.0493
O 10.8001 3.8467 12.2966 0.0435 -0.1736 -0.0574
O -0.4752 4.2381 19.8783 0.0115 0.027 0.0512
O -1.4212 -8.5952 18.1545 0.0117 0.0329 0.0389
O 4.3018 9.7928 10.7866 0.0979 0.1117 -0.0928
O 3.4727 5.2742 21.7647 0.0185 0.0233 0.0847
O 10.9014 1.5841 20.1895 -0.0203 -0.0178 0.0633
O -4.2061 3.5677 20.7745 0.0741 0.0694 0.1459
O -2.8888 5.6392 21.7187 -0.0044 -0.014 0.0696
O 13.6709 10.4664 12.8754 0.0336 0.108 0.0195
O 3.2501 5.6056 11.3385 0.3149 -0.4823 -0.0726
O 8.4944 11.8085 21.2762 0.0144 0.034 0.087
O 10.2857 5.4821 14.3724 -0.0095 -0.0184 0.1104
O 1.42 6.5973 9.4669 0.6338 -0.73 -0.0538
O 4.0863 3.1955 11.1304 -0.1679 -0.0702 -0.329
O 11.4268 12.4416 13.335 0.0141 0.0034 -0.1015
O 8.8493 -0.862 13.1003 -0.0562 0.0386 -0.0353
O 11.1373 8.6575 13.6229 -0.0691 0.0799 0.0747
O 7.0152 1.099 13.7159 -0.0053 -0.0499 -0.0553
O 5.4987 2.7949 15.2872 -0.0044 -0.0217 -0.0131
O 7.2804 3.0553 11.3213 -0.024 -0.1435 -0.1123
O 4.1783 2.8664 20.5855 -0.0648 0.0463 0.1008
O 14.789 4.2474 13.6213 0.0195 -0.0375 -0.0263
O 5.7332 12.0914 10.074 -0.0126 0.0156 -0.0596
O -4.7281 7.4491 20.9082 -0.0117 -0.0278 0.079
O 10.6596 8.8516 11.1388 -0.1169 0.1589 -0.02
O 5.1625 -3.1588 15.6159 0.0028 -0.0023 0.0011
O 5.2264 5.5015 19.46 -0.0008 0.0267 0.0706
O 12.7756 0.497 15.3134 -0.0085 -0.0101 0.0193
O -2.3376 5.318 12.2126 -0.0787 -0.0704 -0.0036
O 3.6415 7.4782 20.1567 -0.0459 -0.0312 0.1025
O 11.0906 6.4434 12.1161 -0.14 -0.0466 0.1817
O 8.7794 -3.3239 20.1331 -0.0043 -0.0675 0.0978
O 8.9849 8.5196 15.2176 -0.0317 0.0049 0.0025
O -0.755 6.816 16.7541 0.0212 -0.0017 0.0318
O 6.1075 1.137 19.9918 0.0401 -0.0398 0.0711
O 7.4237 -1.0848 19.9207 -0.0103 0.0212 0.0479
O 2.9059 3.1715 15.9166 -0.001 -0.0086 0.0191
O 5.4138 -5.4574 16.8397 0.0031 0.0009 0.0284
O 7.9848 2.1362 15.9588 -0.0025 0.0109 0.013
O 10.3142 -0.2182 15.1375 -0.0017 0.0052 0.0063
O 6.7301 10.2999 11.6643 0.0271 0.0315 -0.0661
O 12.0049 4.9914 16.395 0.013 0.0144 0.0377
O 1.1714 2.9476 18.1183 0.0201 0.0096 0.033
O 10.6895 2.2589 15.7478 0.008 -0.0062 -0.0021
O 6.5535 9.5199 14.2286 0.0297 0.0356 -0.0224
O 3.197 -6.32 18.0353 -0.0114 0.0029 0.0181
O 7.517 7.0441 16.7464 0.0205 0.0023 0.0041
O 5.525 3.1934 18.3743 -0.0184 0.0484 0.0828
O 5.4896 7.8059 18.2626 0.0029 -0.0164 0.0446
O -1.9198 -1.9786 17.8811 -0.0097 -0.0118 0.0128
O 1.592 2.2575 11.039 0.2776 0.2302 -0.3832
O 10.0709 10.0037 20.1075 0.0097 0.0159 0.0805
O 2.1918 -2.7325 11.7732 0.1022 0.1724 0.1372
O 4.4243 8.4287 13.1207 0.0638 0.0132 0.0268
O 9.2507 -0.5959 9.6167 -0.082 0.1325 -0.0345
O 7.4732 14.6367 13.8527 -0.0227 -0.0299 -0.0242
O 3.6903 1.6584 13.8742 0.0201 -0.0115 -0.0189
O 9.9623 1.5456 11.1995 -0.0468 -0.0668 -0.0623

Results
free energy: -129406.637 eV
free energy less fixed offsets of O -568.88, Si -635.61 eV per atom: 4.283 eV

The program warned: the cutoff lies below the one the program advises for these potential files; the exchange-correlation potential is rough where the density is thin.
